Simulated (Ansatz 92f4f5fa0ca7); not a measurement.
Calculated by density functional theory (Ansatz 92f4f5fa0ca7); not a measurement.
Periodic cell of 222 atoms, Si131O89B2, from a study of silicon, its oxide and their interface. The atomic structure is a simulated model.
Doubt: the cutoff is far below the 930 eV that the study's wrapper takes by default for these files, so forces and energies are approximate.
This geometry differs little from another in the collection (a relaxation step or a small displacement).

Settings
functional: PBE
potential files: Ansatz PAW
basis: plane waves
wave-function cutoff: 580 eV
density cutoff ratio: 5
exchange-correlation grid ratio: 1
k mesh: 1 x 1 x 1, Gamma-centred
self-consistency stop: 5e-08 eV per atom in the density residual
occupations: fixed
spin: none
net charge: 0

Cell vectors (angstrom)
a 10.938 0 0
b 0 10.938 0
c 0 0 32.1988

Atoms and the computed forces on them: element, x, y, z (angstrom), force x, y, z (eV/angstrom)
Si 10.5927 0.23 24.8625 -0.0022 0.0016 0.0012
Si 5.7467 10.6843 24.7519 0.0032 0.0011 0.0003
Si 2.4835 2.9199 24.6391 0.0004 0.0015 0.0013
Si 8.428 2.4682 24.8254 0.0017 -0.0016 0.0018
Si 0.2791 5.1728 24.7521 0.0016 -0.0003 0.0004
Si 5.1622 5.7525 24.6823 0.0002 0.0001 -0.0006
Si 2.9411 8.0108 24.5964 0 -0.0007 -0.001
Si 7.946 8.4404 24.736 0.0013 0.0024 0.0016
Si 1.3332 1.3869 26.0361 0.0025 -0.0006 -0.0002
Si 6.8519 1.3152 26.1241 -0.0008 0.0013 -0.0003
Si 4.0507 4.1102 25.9814 0.0013 -0.0018 0.0004
Si 9.6084 4.0674 26.0803 -0.0007 0.0013 -0.0003
Si 1.4023 6.832 25.9962 -0.0007 0.0012 0.0006
Si 6.7721 6.8548 26.0249 0.0026 -0.0008 -0.0005
Si 4.1047 9.5396 25.9973 -0.001 0.0019 -0.0001
Si 9.473 9.5741 26.1462 0.0013 -0.0014 -0.001
Si 2.7291 -0.0057 27.3474 -0.0009 -0.0006 -0.0021
Si 8.1656 -0.0162 27.5539 0.0003 -0.0012 0.0062
Si 0.0095 2.7236 27.4825 0.0008 -0.0005 0.0056
Si 5.4417 2.7487 27.363 0.0004 -0.0001 -0.0021
Si 2.7311 5.4696 27.4211 0.0018 -0.0003 0.0041
Si 8.1865 5.4735 27.3577 0.0001 -0.0004 -0.002
Si -0.0013 8.1848 27.373 -0.0003 -0.0002 -0.0022
Si 5.4397 8.2019 27.4445 -0.0003 -0.0022 0.0052
Si 4.0813 1.3719 28.7415 0.001 0 0.0019
Si 9.5753 1.3626 28.8409 -0.0003 -0.0002 -0.0045
Si 1.3659 4.1171 28.806 -0.0008 -0.0004 -0.004
Si 6.8269 4.1028 28.7445 -0.0001 0.0001 0.0017
Si 4.0924 6.8235 28.7995 -0.0003 0.0004 -0.0036
Si 9.56 6.828 28.7504 0.001 -0.0005 0.0016
Si 1.37 9.5645 28.7417 0.0006 -0.0004 0.0016
Si 6.7859 9.5524 28.8496 0.002 0.0016 -0.0039
Si 0.0162 -0.017 30.1532 0.0003 -0.0011 -0.0002
Si 5.4374 0.0232 30.1573 0.001 -0.0022 0.0015
Si 2.7342 2.7362 30.1438 -0.0009 0.0003 0.0011
Si 8.1907 2.7481 30.1496 0.0007 -0.0007 -0.0002
Si -0.0119 5.478 30.1482 0.0001 -0.0006 0.0007
Si 5.4742 5.4633 30.145 0.0011 -0.0004 -0.0001
Si 2.7257 8.2071 30.1419 0.0004 -0.0011 0
Si 8.2064 8.1926 30.1517 -0.0007 -0.0006 0
Si 1.3673 1.3673 31.515 0.0879 -0.0321 0.0055
Si 6.8362 1.3673 31.515 -0.0679 0.0706 -0.0309
Si 4.1018 4.1018 31.515 0.0623 -0.0749 -0.0112
Si 9.5708 4.1018 31.515 -0.0712 0.0668 -0.0212
Si 1.3673 6.8362 31.515 -0.0612 0.0724 -0.0693
Si 6.8362 6.8362 31.515 0.0321 -0.1082 0.0375
Si 4.1018 9.5708 31.515 -0.1554 0.029 -0.0055
Si 9.5708 9.5708 31.515 0.0516 -0.0645 0.0134
Si 2.7345 0 0.6835 0.0192 -0.0272 0.1019
Si 8.2035 0 0.6835 -0.1007 0.0369 -0.1161
Si 0 2.7345 0.6835 -0.1176 0.0076 0.0214
Si 5.469 2.7345 0.6835 0.0458 -0.0321 0.0551
Si 2.7345 5.469 0.6835 -0.0674 0.1921 -0.1456
Si 8.2035 5.469 0.6835 0.0867 -0.1045 0.0784
Si 0 8.2035 0.6835 0.0713 -0.095 0.0375
Si 5.469 8.2035 0.6835 -0.0176 0.0804 0.0009
Si 4.11 1.3635 2.056 0.0022 0.0002 -0.0038
Si 9.5495 1.3687 2.0465 0.0016 0.0002 0.0087
Si 1.3462 4.1381 2.0306 -0.0002 0.002 0.0014
Si 6.8472 4.0894 2.0549 0.0011 0.0025 0.0031
Si 4.0889 6.8495 2.0473 -0.0037 -0.0024 0.0047
Si 9.5684 6.8402 2.0527 0 0.0011 -0.0024
Si 1.3717 9.5624 2.0533 -0.0031 -0.0033 0.0024
Si 6.8298 9.5844 2.0504 -0.0001 0.0017 0.0005
Si -0.0474 -0.0357 3.3778 0.002 -0.0073 0.0039
Si 5.4822 0.0027 3.4566 0 -0.0004 0.0031
Si 2.7299 2.7838 3.3454 0.0004 -0.0059 0.0113
Si 8.1786 2.6964 3.4582 0 0.0033 -0.0014
Si -0.0046 5.4874 3.443 0.0026 -0.0045 -0.0023
Si 5.4835 5.4929 3.3752 0.0106 -0.0023 0.0047
Si 2.7571 8.2245 3.4548 -0.0023 0.002 -0.0017
Si 8.1951 8.2126 3.3958 -0.0025 0.0033 0.0002
Si 1.3171 1.4054 4.6149 0 0.0204 -0.0059
Si 6.8295 1.3281 4.8986 -0.0012 -0.0102 0
Si 4.1434 4.1108 4.7189 -0.0166 0.0006 -0.0077
Si 9.5399 4.0998 4.7798 0.0053 -0.0057 0.0025
Si 1.3823 6.8611 4.8151 0.0017 -0.004 0.0002
Si 6.8074 6.8858 4.7549 0.0001 -0.0039 -0.0084
Si 4.1274 9.5962 4.8559 0.0077 0.0004 0.0037
Si 9.5436 9.5381 4.8004 0.0059 -0.004 -0.0078
Si 2.7662 0.2027 6.0203 -0.0106 -0.0494 -0.0189
Si 8.1829 -0.1028 6.2782 -0.0041 0.0072 -0.0022
Si -0.0336 2.6827 6.0811 0.0056 0.0083 -0.0054
Si 5.3797 2.6828 6.2091 0.0517 0.0104 -0.0111
Si 2.8168 5.4938 6.1099 -0.0028 0.0003 -0.0038
Si 8.1219 5.4598 6.0873 -0.0047 -0.0071 0.0059
Si 0.0138 8.2203 6.1959 0.0038 0.0094 0.0063
Si 5.5269 8.2329 6.2651 -0.0059 0.0028 -0.0069
B 3.6357 1.8469 6.8781 -0.0603 0.0564 0.003
Si 9.7738 1.1205 7.4824 0.0085 0.0035 0.0074
Si 1.669 3.7969 7.2325 -0.0261 0.0177 0.0049
Si 6.5462 4.3424 7.4778 0.0144 0.0142 -0.004
Si 4.3801 6.6249 7.5256 0.003 0.0003 0.0144
Si 9.3642 6.9199 7.4456 0.0129 -0.0114 -0.0134
Si 1.1738 10.0031 7.3099 -0.0098 -0.0169 -0.0071
Si 7.166 9.1958 7.7566 -0.0052 -0.0006 0.0168
O 8.3134 8.0388 8.0453 -0.0084 0.0161 0.0012
O 2.8257 2.6474 7.6301 0.0449 -0.0434 0.0166
O 9.5246 1.3545 24.2686 0.0006 0.0004 -0.0026
O 4.0576 6.8687 24.1212 0 0.001 0.0006
O 0.0249 0.0655 7.9868 -0.0002 0.0016 -0.0015
O 5.4637 5.4755 8.03 -0.0019 -0.0039 -0.0047
O 6.8542 9.5731 24.2036 -0.0007 -0.0005 -0.0008
O 1.3709 4.0617 24.1664 0.0006 0.0005 -0.0008
O 3.8379 7.3773 8.9162 0.0057 -0.0016 -0.0071
O 1.0935 4.3641 8.6529 0.0028 -0.0054 -0.0009
O 9.9032 6.0082 8.7335 -0.0095 -0.0051 0.0116
O 2.1608 9.4544 8.5066 0.0039 0.0064 -0.0006
O 7.3458 3.7904 8.8111 -0.0033 -0.0032 0.0007
O 6.6996 9.5902 9.2954 0.0014 0.0022 -0.0032
O 9.0249 1.7343 8.8217 -0.0049 0.0002 -0.0022
O 7.7077 3.1472 23.5184 -0.0004 0.0007 -0.0004
O 10.5066 5.8507 23.4411 -0.0001 0.0005 -0.0003
O 5.1078 0.4528 23.4183 0.0002 0.0002 0.0001
O 5.8724 5.098 23.3494 0.0005 0.0005 0.0012
O 3.1097 2.2104 23.2749 0.0008 -0.0004 0.0002
O 2.304 8.7248 23.2296 0.0005 0 0.0004
O 8.6276 7.761 23.3968 0.0003 -0.0001 0.0002
O 0.2407 10.3479 23.5842 0.0021 -0.0012 -0.0007
Si 4.4007 1.5744 22.4779 0.0001 -0.0002 -0.0019
Si 3.5363 7.9208 14.0384 0.0013 -0.0012 -0.0009
Si 7.1596 0.9524 14.7086 0.0039 -0.0003 0
Si 0.9554 9.3628 22.5238 0.0002 0.0015 -0.0016
Si 1.2863 4.2579 11.8698 0.0042 0.0026 -0.0006
Si 6.3206 8.9557 15.3248 0.0019 -0.0008 0.0003
Si 0.7005 1.3593 12.2968 0.0002 0.0043 0.0008
Si 8.6525 4.954 20.518 0.0017 -0.0001 -0.0019
Si 0.446 5.6871 9.3364 0.0103 -0.005 -0.0033
Si 5.1517 3.1322 18.0013 0.0017 0.0001 -0.0008
Si 0.9218 3.7578 16.7502 0.0011 -0.0001 -0.0007
Si 10.4468 2.8626 19.2424 0.0014 0.0001 -0.001
B 5.7108 1.2337 10.9961 0.0124 -0.006 -0.011
Si 0.9212 0.1858 19.8527 0.0015 -0.0002 -0.002
Si 6.6722 9.5208 10.9443 0.0024 -0.0023 0.0018
Si 9.3782 9.6827 18.3319 0.0016 0 -0.0006
Si 9.4407 9.2606 12.5826 0.003 0.0001 -0.0013
Si 6.5796 3.8473 22.581 0.0015 -0.0001 -0.0024
Si 2.444 8.1082 9.3603 -0.002 -0.0062 0.0004
Si 10.6251 7.3692 17.0867 0.002 -0.0003 -0.0001
Si 2.5506 6.2936 16.5971 0.0019 0.0007 -0.0005
Si 10.2544 4.5024 14.1681 0.0032 0 -0.0023
Si 6.1762 9.1891 18.5196 0.001 -0.0008 -0.0008
Si 7.8312 2.4852 9.6483 -0.0012 -0.002 0.0045
Si 8.9094 2.1526 12.4693 0.0065 0.0002 0.0024
Si 5.3753 6.2473 18.0908 0.0013 0.0005 0.0002
Si 3.9572 0.5531 19.4878 0.0022 -0.0004 -0.0012
Si 4.4234 3.7519 12.1371 -0.0038 0.0037 0.0018
Si 5.5829 6.5943 12.1686 0.0009 -0.0002 -0.0001
Si 8.0569 2.5121 17.2452 0.0014 -0.0002 -0.0004
Si 4.4165 2.4817 15.0378 0.0013 0.0004 0.0002
Si 1.5751 1.2256 15.2633 0.0011 0.0001 -0.0001
Si 1.6155 9.4124 12.0495 0.0013 -0.0026 0
Si 8.1092 6.8588 13.8736 0.0019 -0.0009 -0.0005
Si 10.4303 9.8402 15.499 0.0015 0.0001 -0.001
Si 9.8164 7.0238 22.5547 0.0006 -0.0011 -0.0012
Si 8.1414 5.4859 17.4125 0.0019 -0.0002 -0.0008
O 6.0582 8.0114 11.3702 0.0021 0.0015 0.0002
O 6.0523 9.2012 16.9007 0.002 0.0003 0.0022
O 7.7029 1.4026 13.2412 0.0008 -0.0005 0.0016
O 0.9474 1.7532 13.8599 0.0016 -0.0013 0.0014
O 9.4521 6.2692 16.8815 0.0016 -0.0001 0.0008
O 6.8118 6.2079 13.1576 0.0034 -0.0002 0.0022
O 5.1741 4.6726 18.6607 0.0016 0.0001 0.001
O 9.2752 2.1679 18.2948 0.0019 0.0002 0.0015
O 2.4024 0.1022 19.0838 0.0011 0.0001 0.001
O 9.4559 10.2345 16.7725 0.0017 -0.0004 0.0014
O 2.9054 4.2298 11.7335 0.0055 -0.0016 0.0006
O 5.1016 10.3241 19.112 0.0008 0.0006 0.0011
O 9.4832 3.2596 13.4824 0.0021 0.0001 0.0011
O 0.5018 1.7775 19.9666 0.002 0.0001 0.0021
O 3.1885 1.3871 15.097 0.002 0.0001 0.0004
O 8.202 5.372 19.0249 0.0009 -0.0003 0.0015
O 3.9267 6.5973 17.4195 0.0022 -0.0006 0.0012
O 4.6207 3.286 16.4525 0.0022 -0.0004 0.0009
O 9.1475 5.686 14.2894 0.0013 0.0003 0.0016
O 5.4534 2.7671 22.1278 0.0008 0.0003 0.0013
O 10.7306 4.1785 15.6759 0.0022 -0.0008 0.0022
O 0.3767 3.8834 18.2852 0.0014 0 0.0019
O 10.46 10.5278 19.2227 0.0019 0.0003 0.0011
O 9.6943 10.031 14.0423 0.0021 -0.0001 0.0015
O 10.9129 8.1338 22.0918 0.0011 0 0.0011
O 1.2031 2.17 16.5323 0.0016 0.0002 0.0012
O 9.7755 3.7656 20.4307 0.001 0.0003 0.0017
O 8.1777 4.0334 16.6844 0.0018 -0.0003 0.0002
O 0.0051 9.098 11.9204 0.0011 0.0004 0.0023
O 6.6395 2.4354 18.0538 0.0014 -0.0001 0.0007
O 5.695 10.8267 11.4111 0.0007 0.0003 0.003
O 7.7869 9.5995 18.8445 0.0019 0 0.0018
O 10.0456 1.0141 12.0894 -0.0004 -0.0002 0.0014
O 1.2709 7.045 9.0203 0.0046 0.0029 0.0042
O 0.711 4.7411 13.3289 0.0001 -0.0001 0.0033
O 5.7497 7.6291 18.9949 0.0022 0 0.0017
O 5.3063 5.0495 11.5701 0.002 -0.0039 0.0006
O 2.7553 7.0016 15.1426 0.0011 -0.0004 0.0026
O 0.895 2.7246 11.4367 0.0015 -0.0036 0.0029
O 0.9072 10.6932 15.5532 0.0016 -0.0002 0.0009
O 2.4364 8.5885 10.9063 0.001 0 -0.0003
O 4.9261 2.2696 11.5392 -0.0032 0.0054 0.0038
O 4.3673 3.5466 13.7835 0.0014 -0.0017 0.0006
O 2.2489 4.6831 16.4978 0.0018 -0.0002 0.0012
O 10.7545 8.2535 15.7101 0.0016 -0.0003 0.0012
O 6.9935 10.2817 14.6807 0.0009 0.0008 0
O 2.3995 8.9509 13.4237 0.0021 -0.0002 0.0012
O 8.0793 1.5164 15.9461 0.0017 0.0006 0.0015
O 4.1502 6.9534 12.8745 0.0013 0.0014 0.002
O 4.2281 2.0181 18.7772 0.0019 -0.0006 0.0011
O 7.3163 4.4101 21.2586 0.0003 0 0.0017
O 8.4075 2.9076 11.1156 0.0019 0.002 -0.0033
O 1.2103 6.8541 17.373 0.0009 -0.0001 0.0008
O 5.6847 1.5325 14.8542 -0.0007 0.0009 0.0004
O 8.1905 9.7847 11.6046 -0.0019 -0.0003 -0.001
O 9.2121 6.2987 21.2378 0.0002 -0.0001 0.0005
O 8.9905 7.7334 12.8511 0.0005 -0.0002 0.0017
O 1.6798 0.1172 11.8803 0.0031 0.0001 0.0006
O 6.67 6.1398 17.0736 0.0013 -0.0002 0.0005
O 7.4597 7.7958 15.061 0.0009 0.0011 0.001
O 1.2407 10.3 21.2286 0.0006 -0.0006 0.002
O 10.0716 8.2044 18.3663 0.0006 0.0004 0.0012
O 3.9682 0.8264 21.1032 0.0007 -0.0001 0.0016
O 0.5223 5.3446 10.9134 0.0004 0.0018 -0.0003
O 6.5466 1.5158 9.9235 -0.0006 0.005 0.0024
O 4.8415 8.6873 14.6699 0.0023 0.0002 0.0001

Results
free energy: -134205.970 eV
free energy less fixed offsets of B -154.04, O -568.88, Si -635.61 eV per atom: -2.660 eV

The program warned: the cutoff lies below the one the program advises for these potential files; the forces do not sum to zero within the program's tolerance; the exchange-correlation potential is rough where the density is thin.
